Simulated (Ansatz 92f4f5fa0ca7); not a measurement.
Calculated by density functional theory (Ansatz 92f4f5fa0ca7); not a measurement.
Periodic cell of 218 atoms, Si134O84, from a study of silicon, its oxide and their interface. The atomic structure is a simulated model.
Doubt: the cutoff is far below the 930 eV that the study's wrapper takes by default for these files, so forces and energies are approximate.
This geometry differs little from another in the collection (a relaxation step or a small displacement).

Settings
functional: PBE
potential files: Ansatz PAW
basis: plane waves
wave-function cutoff: 580 eV
density cutoff ratio: 5
exchange-correlation grid ratio: 1
k mesh: 1 x 1 x 1, Gamma-centred
self-consistency stop: 5e-08 eV per atom in the density residual
occupations: fixed
spin: none
net charge: 0

Cell vectors (angstrom)
a 10.938 0 0
b 0 10.938 0
c 0 0 32.0811

Atoms and the computed forces on them: element, x, y, z (angstrom), force x, y, z (eV/angstrom)
Si 0.4698 -0.4719 24.7667 0.0087 -0.0541 0.0663
Si 5.7833 -0.4516 24.7417 0.0248 -0.0215 0.0063
Si 2.5563 2.8168 24.7826 -0.0453 0.0233 0.0078
Si 7.7003 3.3776 24.5339 -0.0336 0.0189 0.0477
Si 0.7666 4.66 24.6573 0.0325 -0.0111 0.0198
Si 5.9087 5.083 24.5335 0.033 -0.0346 0.0425
Si 2.1031 8.6 24.7188 -0.0158 0.0439 0.0295
Si 7.6437 8.7664 24.6362 -0.0152 0.015 0.0137
Si 1.3728 1.2763 26.0765 0.0181 -0.0031 -0.0132
Si 6.855 1.4147 25.8024 -0.0035 0.0128 -0.016
Si 4.1802 4.1015 25.9042 -0.0008 0.0027 -0.0118
Si 9.6265 4.0811 25.8019 -0.0074 -0.0051 -0.0179
Si 1.3352 6.7053 25.9163 -0.0003 -0.0113 -0.022
Si 6.8428 6.8537 25.8446 -0.0008 -0.0022 -0.0152
Si 4.0441 9.4549 25.9534 -0.0082 -0.0053 -0.0124
Si 9.5177 9.5666 25.9063 0.0137 0.005 -0.0161
Si 2.795 -0.0483 27.3561 0.0036 0.0088 0.0014
Si 8.2127 0.0629 27.2628 0.0171 0.0064 0.0182
Si -0.0403 2.7124 27.3025 -0.0211 -0.012 -0.0003
Si 5.4942 2.706 27.2776 -0.003 -0.0159 0.0047
Si 2.7915 5.4628 27.2937 0.0045 0.0201 0.004
Si 8.2671 5.4961 27.2295 0.0158 0.0128 0.012
Si -0.0447 8.1447 27.2715 -0.0134 -0.0107 0.0095
Si 5.4583 8.1301 27.2993 -0.0117 -0.0052 0.009
Si 4.1018 1.3673 28.6628 0.3154 0.0369 0.2663
Si 9.5708 1.3673 28.6628 -0.1636 0.0013 0.3926
Si 1.3673 4.1018 28.6628 0.0193 -0.0172 -0.2602
Si 6.8362 4.1018 28.6628 0.3316 0.0822 -0.4477
Si 4.1018 6.8362 28.6628 0.0562 -0.2088 0.5106
Si 9.5708 6.8362 28.6628 -0.1526 -0.0778 0.3233
Si 1.3673 9.5708 28.6628 -0.1753 -0.4085 -0.1061
Si 6.8362 9.5708 28.6628 -0.0597 0.1261 -0.4388
Si 0 0 30.0301 -0.0863 -0.0138 -0.0357
Si 5.469 0 30.0301 0.0104 0.0466 0.0189
Si 2.7345 2.7345 30.0301 -0.0218 -0.0321 -0.0234
Si 8.2035 2.7345 30.0301 0.0449 0.0106 0.0147
Si 0 5.469 30.0301 -0.0201 0.0636 0.0097
Si 5.469 5.469 30.0301 -0.048 0.057 -0.0106
Si 2.7345 8.2035 30.0301 -0.0842 -0.062 0.0203
Si 8.2035 8.2035 30.0301 0.0357 -0.0345 -0.0276
Si 1.3673 1.3673 31.3973 0.0126 -0.0557 -0.009
Si 6.8362 1.3673 31.3973 0.0126 -0.0083 -0.0368
Si 4.1018 4.1018 31.3973 0.0473 -0.0015 0.0014
Si 9.5708 4.1018 31.3973 -0.0045 -0.0404 -0.0386
Si 1.3673 6.8362 31.3973 0.0523 -0.02 -0.0308
Si 6.8362 6.8362 31.3973 -0.0041 0.0222 -0.0129
Si 4.1018 9.5708 31.3973 -0.0002 0.0222 -0.0451
Si 9.5708 9.5708 31.3973 0.0027 -0.0003 -0.0109
Si 2.7345 0 0.6835 0.037 -0.0276 0.009
Si 8.2035 0 0.6835 -0.0398 0.0518 -0.0016
Si 0 2.7345 0.6835 -0.0559 0.066 0.0271
Si 5.469 2.7345 0.6835 0.0455 -0.1018 0.0181
Si 2.7345 5.469 0.6835 -0.1096 0.0791 -0.0078
Si 8.2035 5.469 0.6835 0.0518 -0.0051 0.0094
Si 0 8.2035 0.6835 -0.0148 -0.0123 0.0014
Si 5.469 8.2035 0.6835 -0.0399 0.0178 0.0221
Si 4.1018 1.3673 2.0507 -0.0478 -0.0195 0.0009
Si 9.5708 1.3673 2.0507 0.0127 -0.0926 0.0009
Si 1.3673 4.1018 2.0507 0.1797 0.0273 -0.0298
Si 6.8362 4.1018 2.0507 -0.0474 0.0309 -0.0271
Si 4.1018 6.8362 2.0507 0.0028 -0.1107 -0.0099
Si 9.5708 6.8362 2.0507 -0.0164 0.0777 -0.0057
Si 1.3673 9.5708 2.0507 -0.0217 0.0805 -0.0108
Si 6.8362 9.5708 2.0507 0.1054 -0.0147 -0.0219
Si 0 0 3.418 0.3221 0.2331 -0.5389
Si 5.469 0 3.418 -0.2485 -0.0731 0.2908
Si 2.7345 2.7345 3.418 0.0653 0.4283 -0.3222
Si 8.2035 2.7345 3.418 0.0043 0.1119 0.3913
Si 0 5.469 3.418 0.3607 0.2469 0.507
Si 5.469 5.469 3.418 -0.453 -0.4137 -0.5023
Si 2.7345 8.2035 3.418 -0.1241 -0.1234 0.6243
Si 8.2035 8.2035 3.418 -0.0412 0.0879 -0.8191
Si 1.3546 1.4334 4.7395 0.0816 0.021 -0.0196
Si 6.7582 1.4186 4.8004 -0.0049 -0.0003 -0.0085
Si 4.0781 4.113 4.8248 -0.0038 -0.0085 -0.0121
Si 9.6037 4.1212 4.8163 -0.0013 0.0032 -0.0049
Si 1.4111 6.8198 4.9363 0.0154 -0.0008 -0.0144
Si 6.7985 6.8458 4.6556 -0.0056 -0.0049 -0.0016
Si 4.0687 9.579 4.8474 -0.0132 -0.0129 -0.0057
Si 9.6012 9.5563 4.6778 -0.0015 -0.032 -0.0357
Si 2.6961 0.1246 6.156 -0.0886 0.006 0.0234
Si 8.2157 0.0021 5.9392 -0.0295 0.0139 -0.0074
Si 0.0989 2.8154 6.2088 -0.0013 -0.0031 0.0301
Si 5.3948 2.7556 6.261 0.0038 0.004 0.0181
Si 2.8289 5.4085 6.4237 -0.0079 0.0025 0.0071
Si 8.1576 5.5429 6.0066 -0.009 0.0172 0.0378
Si -0.0316 8.2971 6.1887 -0.0339 0.0445 0.0616
Si 5.4502 8.0788 6.1073 -0.0139 -0.0028 0.0001
Si 3.6508 1.7834 7.6361 -0.0272 0.0311 -0.0432
Si 9.7778 1.1415 7.2358 0.0107 -0.0139 -0.0443
Si 1.8961 3.5591 7.7158 0.05 -0.0103 -0.032
Si 6.551 4.5112 7.3693 -0.0256 0.0082 -0.0045
Si 4.7653 6.2975 7.6025 0.0188 -0.0279 -0.0088
Si 9.0193 7.3432 7.2462 0.0052 0.0146 -0.0532
Si 0.6584 10.3754 7.161 0.0412 -0.0688 -0.2386
Si 7.3016 9.1109 7.0611 0.024 -0.018 0.0309
O 6.6654 9.7658 8.4398 0.0026 -0.0031 -0.0075
O 1.5472 3.8134 9.3454 -0.0278 0.0105 0.0541
O 1.1307 10.427 8.7367 0.0301 0.172 0.1562
O 7.4197 3.9662 8.6932 0.0124 -0.0257 0.0027
O 9.2702 6.7388 8.7815 0.0027 0.0006 0.035
O 4.0564 1.3081 9.2049 0.0346 -0.0159 0.051
O 4.5177 6.7639 9.2111 0.0011 0.0098 0.0301
O 9.1047 1.7834 8.6373 0.0024 -0.0002 0.0187
O 4.9891 -0.0815 23.332 -0.0111 0.0079 -0.0019
O 8.0128 3.4784 22.9007 0.0195 -0.0055 -0.0378
O 0.5701 0.5029 20.595 0.0177 0.0084 -0.0228
O 5.5941 5.5073 22.9416 -0.0283 0.0116 -0.0554
O 8.045 8.4324 23.062 0.029 0.0055 -0.0281
O 3.1729 2.0006 23.444 0.0222 -0.0187 -0.0202
O 2.1154 8.1224 23.1141 -0.0209 -0.0126 -0.0378
O 0.2807 0.0498 23.2046 -0.0024 0.0147 -0.0558
Si 5.2721 1.0697 10.2899 -0.0211 0.0035 -0.0254
Si 7.9156 2.5894 9.4307 -0.0337 0.0163 -0.0009
Si 0.1367 6.9518 14.7324 -0.0008 0.0002 0.0009
Si 12.9935 3.2452 19.3452 -0.0042 -0.0057 0.0173
Si 7.569 12.3336 15.3137 -0.0055 -0.0029 -0.0005
Si 10.3049 6.9614 10.0112 -0.0042 -0.0179 -0.0375
Si 5.9226 13.4324 20.435 0 -0.0043 0.0165
Si 6.7807 9.5243 10.0256 -0.0012 -0.0019 -0.0226
Si -0.4176 7.2376 17.8448 0.0014 -0.0005 0.0038
Si -1.7554 4.9151 19.1421 0.0038 -0.0109 0.0086
Si 1.3842 3.4905 16.4899 0.0021 -0.0028 0.0017
Si 1.1558 7.8633 21.8237 0.009 0.0127 0.0386
Si 9.4346 9.342 11.4346 0.0051 -0.0276 -0.0038
Si -2.458 16.4506 14.0206 -0.0001 -0.0023 -0.0004
Si 5.3201 12.9097 17.3724 0.0013 -0.0041 0.0183
Si 2.3998 5.8732 12.9643 -0.0053 -0.0058 0.0019
Si -1.3158 0.1719 13.753 0.002 0.0069 -0.0025
Si 8.6655 2.9617 21.4998 -0.0005 -0.0068 0.0289
Si 9.467 3.0001 12.1496 -0.0072 0.002 -0.0214
Si 5.24 13.0412 13.3166 -0.0064 -0.0029 -0.0115
Si 2.097 8.808 19.0929 -0.003 -0.0048 0.0285
Si 9.268 14.8238 16.2973 -0.0015 0.0004 0.0043
Si 2.1561 11.3317 20.2382 -0.0092 0.0044 0.0221
Si -6.098 7.1223 18.9867 -0.0073 -0.0008 0.0169
Si 5.2679 7.0802 10.639 -0.0045 0.0016 -0.0333
Si 5.4714 5.2975 13.0065 -0.0027 -0.0015 -0.0045
Si 14.0356 12.0656 15.5244 0.004 -0.0024 -0.0053
Si 4.8363 5.2127 21.5113 0.0076 0.0061 0.0452
Si 4.0433 11.8948 22.5098 0.0037 -0.0002 0.0358
Si 11.9786 9.4163 9.962 -0.0143 -0.1258 -0.0121
Si 2.959 8.5889 11.9191 0.0058 0.0143 -0.018
Si 3.9225 4.6277 17.5059 0.0033 0.0031 0.0041
Si 7.8452 7.4977 19.0814 -0.0012 0.0104 0.0048
Si 1.7117 4.946 21.6973 -0.02 0.0023 0.0526
Si 10.458 0.4493 21.825 0.0008 0.0074 0.0334
Si 1.4925 -1.0597 14.2934 0.0074 -0.0009 0.0251
Si 9.0428 8.7128 21.8121 -0.0107 -0.014 0.0466
Si 0.944 4.2935 10.7936 -0.0011 0.009 -0.0378
O -1.9093 7.9556 18.0036 0.0028 -0.0019 0.002
O 9.2654 10.3088 21.547 -0.0006 -0.0091 0.0008
O -2.4611 5.1411 15.6192 0.0008 -0.0025 0.0059
O 4.8166 -4.4204 20.5176 0.0002 0.0062 -0.0158
O 2.4145 -0.3594 15.4522 0.0031 0.003 0.0069
O 5.4048 3.7198 13.346 -0.0024 0.0034 0.0041
O -0.0558 5.5548 10.5339 0.0106 -0.015 0.0143
O 1.2265 3.8614 20.5937 0.0016 -0.0029 -0.0099
O 8.5931 13.5464 15.5997 0.0013 -0.0009 0.0031
O 6.6318 12.4637 13.9677 0.0025 0.0001 0.0058
O -2.6376 8.1006 20.5173 -0.0007 -0.0054 -0.0005
O 5.6381 4.0882 20.6387 0.0018 -0.0052 -0.0018
O 3.3173 4.7643 21.9709 0.0054 0.0031 -0.0085
O 6.2828 7.9045 18.7527 0.0001 0.0014 0.0074
O 3.9972 12.4644 14.2082 -0.0016 0.0005 0.0091
O 9.0416 3.8459 17.9138 -0.0016 -0.0012 -0.0047
O -1.5184 12.5095 12.933 0.0055 0.0107 -0.0058
O 12.2331 5.8997 14.1842 -0.0051 0.0052 0.0033
O -0.1469 6.7484 16.3237 -0.0005 0.0005 0.0017
O 1.0987 13.9944 18.0469 -0.003 0.0003 -0.0041
O -0.4395 8.0218 22.155 0.0043 0.0071 -0.0145
O 14.4661 8.0834 18.8436 -0.0063 0 0.0095
O 10.4686 5.9068 18.8271 -0.0005 0.0029 0.0019
O 3.9675 5.8433 13.5106 -0.002 -0.0003 0
O 6.6044 12.2333 16.6246 0.0035 0.0024 0.0006
O 5.0522 3.554 16.9742 -0.0034 0.0004 0.0025
O 1.453 6.433 21.1235 0.0007 -0.0046 0.0087
O 9.0149 15.188 13.1108 -0.0067 0.0042 0.0039
O 3.3099 4.2206 18.9716 0.0071 0.0049 0.0011
O 9.5343 7.7241 11.2368 -0.0184 0.0197 0.0363
O 7.8482 5.8623 19.1607 -0.0007 -0.0019 0.0066
O 2.6295 9.6179 13.1342 -0.0098 -0.0043 -0.0163
O 10.8908 9.9779 11.038 -0.0734 0.0583 0.0973
O 5.5816 -0.5023 10.6532 0.0091 -0.0042 -0.0018
O 8.4063 2.9889 10.9202 0.0225 -0.0084 0.0226
O 4.9719 12.6745 11.748 0.0052 -0.0002 0.0136
O 0.8587 8.1885 18.2281 0.0041 -0.0019 0.009
O 2.6064 4.6209 16.5008 -0.0024 0.0018 0.0011
O 6.901 5.8877 13.6403 0.0044 -0.0018 0.0008
O 4.0025 12.0783 16.8845 0.0003 0.005 0.0023
O 2.3441 10.4086 18.8914 0.0015 -0.0077 -0.0039
O 10.977 14.0929 11.5334 -0.0267 -0.0134 0.0137
O 4.675 6.0458 17.7494 -0.0026 -0.0074 0.0043
O 5.0889 12.7204 21.6064 0.0041 0.0055 -0.013
O 8.6211 11.0995 15.0602 -0.004 -0.0045 0.009
O 11.5202 7.922 9.469 0.0073 -0.0248 -0.0258
O 3.0541 0.0583 21.5714 -0.0097 -0.0029 -0.0135
O 9.6435 6.699 13.9342 -0.0029 0.0021 -0.002
O 6.632 -3.0076 10.3629 -0.0037 -0.0015 0.0104
O 6.6078 1.6402 9.5644 0.0235 0.0126 0.0113
O -1.6468 4.1699 20.5864 0.004 0.0062 -0.0086
O 13.6465 12.7858 19.7805 -0.0008 0.0095 -0.001
O -2.6622 -0.9621 10.4857 -0.0042 0.0036 -0.0009
O 11.2269 10.9526 14.0158 -0.0052 0.0012 -0.0068
O 1.8954 2.2293 15.6069 -0.0015 0.0031 0.0033
O 1.6142 8.8742 20.6544 -0.0017 -0.0203 -0.0143
O -10.1975 8.4692 14.614 -0.0049 -0.0053 -0.0013
O 5.5343 1.891 18.9764 -0.0053 -0.0011 -0.022
O 0.7434 4.8139 22.9995 0.0138 0.0015 -0.0172
O -8.8741 7.2476 12.1374 -0.0024 0.0014 0.0022
O 7.5195 2.2107 20.6161 -0.0045 0.0006 -0.0005
O 10.8674 3.9396 15.914 -0.0036 0.0022 0.0018
O 2.1365 15.6099 11.8703 0.0064 0.0062 0.0116
O 4.4732 8.0569 11.6967 -0.0197 0.007 0.0055
O 9.1125 9.7799 12.9506 -0.0111 -0.006 0.0199
O 9.8289 1.9314 21.9473 -0.0136 0.0022 0.0003
O 13.4724 9.3571 10.5589 0.111 -0.0234 0.0551
O 5.556 5.6619 11.4021 -0.0023 -0.0058 0.0128

Results
free energy: -132955.763 eV
free energy less fixed offsets of O -568.88, Si -635.61 eV per atom: 1.897 eV

The program warned: the cutoff lies below the one the program advises for these potential files; the exchange-correlation potential is rough where the density is thin.
